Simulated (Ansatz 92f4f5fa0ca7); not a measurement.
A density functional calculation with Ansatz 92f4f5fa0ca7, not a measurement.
Periodic cell of 193 atoms, Si117O76, from a study of silicon, its oxide and their interface. The atomic structure is a simulated model.

Settings
functional: r2SCAN
potential files: Ansatz norm-conserving
basis: plane waves
wave-function cutoff: 1300 eV
density cutoff ratio: 4
exchange-correlation grid ratio: 1
k mesh: 2 x 2 x 1, shifted by 0.5 0.5 0.5 of a step
self-consistency stop: 5e-08 eV per atom in the density residual
occupations: Fermi-Dirac, 0.05 eV
spin: none
net charge: 0

Cell vectors (angstrom)
a  11.5403  0  0
b  0  11.5403  0
c  4.5544  3.3036  24.88

Atoms and the computed forces on them: element, x, y, z (angstrom), force x, y, z (eV/angstrom)
Si  1.9331  0.7776  2.1776  0.3621  -0.139  -0.1719
Si  0.5712  7.9206  -2.7006  0.1866  -0.0548  -0.4279
Si  -0.1053  9.0494  0.2951  0.3325  0.1688  -0.8641
Si  4.4322  -0.3799  0.8739  0.4945  0.7814  -0.0695
Si  5.7086  2.3111  3.7083  0.0275  0.198  0.0779
Si  3.7683  8.9982  0.4866  -0.2092  0.0059  -0.9396
Si  7.1108  -1.791  -2.2961  0.1042  0.1961  -0.5621
Si  8.7795  3.2982  0.2907  0.0435  0.196  0.1042
Si  7.3617  7.8942  0.0008  0.2739  0.2878  -0.5434
Si  0.12  0.6426  0.7555  0.2577  -0.0079  -0.7624
Si  2.2035  4.5197  1.7798  -0.521  -0.1835  -0.4054
Si  1.7587  6.5365  3.0071  0.0033  0.1549  0.0679
Si  4.586  3.0845  -1.938  -0.2158  0.0017  -0.3651
Si  4.4078  4.5277  0.8123  0.7236  -0.4675  -0.7412
Si  5.3368  7.3072  1.0316  -0.195  -0.8187  -0.2795
Si  9.6051  0.9842  1.8742  -0.5561  0.3396  -0.4279
Si  9.4492  2.7161  3.4487  -0.0738  0.1437  0.1894
Si  9.2852  10.4073  2.958  0.08  -0.0228  -0.0386
Si  1.8706  2.7693  3.3411  -0.0434  0.2025  0.2207
Si  1.7795  8.572  1.6981  -0.2796  -0.1413  0.2291
Si  1.7445  10.341  3.3279  -0.0432  -0.1154  0.1822
Si  6.0955  4.2107  2.4095  -0.1127  0.1972  -0.1767
Si  5.5936  6.3923  3.2489  -0.0133  -0.0749  0.2233
Si  5.6583  11.4486  3.434  0.2067  -0.4449  -0.5138
Si  8.4747  4.4911  2.2206  -0.0314  0.0859  -0.189
Si  9.3517  6.5869  3.016  0.0379  -0.1802  -0.0383
Si  9.321  8.4053  1.4329  0.137  0.1521  0.0959
Si  -0.103  2.8054  4.648  -0.0135  -0.0215  0.0744
Si  -0.2171  6.5445  4.4039  0.0481  -0.0871  -0.153
Si  -0.3159  10.4099  4.4932  -0.0443  0.0809  -0.177
Si  3.7142  2.7682  4.7901  -0.0617  -0.1185  0.0549
Si  3.6319  6.5998  4.5134  0.1138  -0.1173  -0.1038
Si  3.7354  10.5101  4.5887  0.0812  0.0458  -0.1775
Si  7.6433  2.721  4.9242  -0.1684  -0.3469  0.1317
Si  7.5484  6.7095  4.5483  -0.2772  0.0038  0.0441
Si  7.5494  10.5713  4.5874  0.0152  0.0027  -0.0367
Si  -0.1947  0.8059  5.9359  -0.0903  0.0039  -0.15
Si  -0.1605  4.7312  5.9564  0.0283  -0.0411  -0.0005
Si  -0.2449  8.4673  5.8299  -0.0955  0.1537  -0.1055
Si  3.6831  0.807  6.0447  -0.1853  0.2257  0.1509
Si  3.6983  4.7554  6.0069  -0.0226  0.0287  0.0699
Si  3.72  8.525  5.8641  0.0499  -0.0292  -0.0536
Si  7.6368  0.7885  6.1666  0.0367  0.2501  0.2425
Si  7.5636  4.7888  6.0255  0.0437  0.0201  0.0719
Si  7.4954  8.5987  5.9279  0.0321  -0.1306  -0.0699
Si  1.732  0.7654  7.2808  0.1271  -0.0467  0.1214
Si  1.7555  4.6989  7.3231  0.026  -0.019  0.0916
Si  1.728  8.4837  7.145  0.0139  0.1521  -0.0563
Si  5.6192  0.8672  7.3894  0.0575  -0.0891  0.1759
Si  5.621  4.7398  7.3939  -0.0802  0.0293  0.0226
Si  5.5818  8.5708  7.2896  -0.0131  -0.1321  0.0875
Si  9.5376  0.8706  7.4855  -0.0262  -0.0903  0.1426
Si  9.4956  4.7126  7.3912  -0.019  0.0013  -0.0357
Si  9.4342  8.4876  7.3045  0.017  0.0523  0.0292
Si  1.7942  2.6962  8.6118  0.0112  0.0881  -0.1196
Si  1.659  6.6518  8.6293  0.2165  -0.1418  0.0041
Si  1.7932  10.3524  8.5506  -0.1595  0.026  0.0431
Si  5.6436  2.7925  8.8011  -0.0527  0.0026  -0.0544
Si  5.5892  6.6977  8.7042  0.0113  -0.0289  0.0307
Si  5.5582  10.4712  8.687  0.0679  0.0605  0.0533
Si  9.5355  2.8418  8.8632  -0.0198  0.0479  0.0354
Si  9.538  6.592  8.7806  -0.1101  -0.0054  0.0519
Si  9.3889  10.4051  8.6846  0.1585  -0.0503  0.0787
Si  0.0366  2.7406  10.1243  0.0013  -0.0103  0.0957
Si  -0.0797  6.467  10.2439  0.1002  -0.0111  0.1256
Si  11.3917  8.5184  11.3798  -0.1363  0.2841  -0.0897
Si  3.6318  2.7304  10.096  0.1262  -0.0809  0.0785
Si  3.5668  6.6881  9.9678  -0.0217  0.1349  -0.2321
Si  5.4655  0.9346  12.8429  -0.0922  -0.0192  0.5583
Si  7.5576  2.9022  10.2326  0.0046  -0.0409  -0.0332
Si  7.5494  6.7238  10.0245  -0.0577  -0.0344  -0.0649
Si  7.434  10.5248  10.095  -0.135  0.0731  -0.067
Si  11.4662  0.6015  11.1464  -0.0973  -0.0781  -0.2088
Si  11.7514  3.5437  13.7138  -0.1231  0.5842  0.0366
Si  5.1538  5.5656  12.551  -0.0134  -0.6866  0.6021
Si  3.6437  10.4182  10.0333  -0.0986  0.0399  0.0768
Si  3.2753  4.7666  11.2684  -0.1403  -0.1012  0.0369
Si  5.474  7.9683  12.6945  -0.1445  0.6874  0.5207
Si  7.5031  0.9339  11.538  -0.0607  -0.1969  -0.0527
Si  7.1932  4.9361  11.4811  0.3633  0.176  0.1386
Si  7.4451  8.5921  11.4525  0.0532  -0.0488  0.0599
Si  6.0391  10.0265  14.8934  -0.1897  0.1232  0.1044
Si  3.5569  8.542  11.4579  0.0912  0.0403  -0.0987
Si  3.5222  12.276  11.504  -0.0317  0.0181  -0.0742
Si  11.4044  -1.2777  9.8208  0.1059  -0.0982  -0.0832
Si  9.463  9.2934  12.4878  0.1487  -0.733  0.2642
Si  9.5652  11.6885  12.4315  -0.0388  0.6529  0.2544
Si  11.6827  12.7352  14.2003  -0.1519  -0.2561  0.8318
Si  4.8327  3.5142  14.7416  0.0435  -0.1262  0.242
Si  13.1879  9.0615  12.7884  -0.2404  -0.6338  0.4512
Si  8.3545  0.8711  17.9041  0.1344  0.0923  0.1815
Si  8.9511  4.7203  14.1011  -0.194  0.0148  0.2349
Si  12.3791  4.5044  11.5716  -0.0102  0.1625  -0.2292
Si  10.9919  11.4926  16.8639  0.0169  0.0821  0.6027
Si  2.1409  4.6142  15.8477  0.0178  -0.0801  0.4299
Si  12.0437  7.1224  19.7789  -0.0168  -0.0025  -0.0983
Si  7.2587  3.3205  16.3691  0.0463  -0.0174  0.592
Si  13.0257  7.5741  15.7157  0.0949  0.0819  0.462
Si  9.107  9.326  15.4182  0.0148  -0.1896  0.4646
Si  5.2901  8.2715  21.7052  0.092  -0.0292  -0.4374
Si  7.1459  8.0916  19.3741  -0.0104  -0.018  -0.1247
Si  9.6655  8.3525  20.7633  -0.1693  0.0853  -0.1451
Si  13.1337  9.5191  18.0559  0.0343  0.1359  0.176
Si  7.5841  4.4697  21.2318  -0.0734  0.1195  -0.4458
Si  13.6455  3.5676  21.5858  0.1068  -0.0671  -0.1728
Si  13.1053  -0.0392  12.7524  0.1311  0.2892  0.0203
Si  17.6827  1.1461  19.7915  -0.0436  0.1799  -0.0322
Si  4.7093  3.8591  20.2948  0.1864  0.0686  -0.0942
Si  11.9044  10.2223  21.9945  -0.0976  -0.0471  -0.6268
Si  8.3209  5.4043  18.4405  0.003  0.0447  0.2539
Si  12.1144  6.0951  22.5572  0.1141  -0.001  -0.2707
Si  4.8155  6.6894  24.357  -0.0937  -0.0281  -0.4046
Si  9.976  6.7152  16.3017  -0.1073  -0.2401  0.5951
Si  13.7302  4.611  18.8961  0.0077  0.0275  0.0799
Si  14.6182  9.8732  20.5437  0.1591  -0.1152  -0.2152
Si  6.1698  10.4777  17.8009  -0.0132  -0.1635  0.3987
Si  8.8768  2.3894  22.9702  0.1263  0.4277  -0.9224
O  5.749  7.5455  25.359  0.3353  0.0653  0.3366
O  3.285  7.0277  24.7226  0.1523  -0.2988  -0.0816
O  4.4729  4.4793  -2.7525  0.1243  -0.2395  0.0862
O  3.4674  0.7695  1.5169  -0.2907  -0.2206  0.0571
O  10.5513  5.6666  22.5424  -0.0266  0.132  0.1331
O  8.5963  1.699  0.6959  0.4888  -0.1467  0.1359
O  4.4273  3.3752  -0.3629  -0.1444  0.3053  0.133
O  5.7993  -0.431  1.7892  -0.3231  0.2235  0.3937
O  10.082  12.3464  13.8823  0.411  -0.2395  -0.1163
O  0.7618  4.3633  15.0359  -0.0927  -0.2854  -0.2673
O  10.14  3.7635  13.6075  0.0328  -0.0477  0.0974
O  8.2025  5.2534  12.7776  -0.1742  -0.2163  -0.1557
O  0.1891  8.4451  -1.2272  -0.2092  0.1871  0.6713
O  0.4587  1.7738  -0.412  -0.2607  0.0023  0.1259
O  17.6933  12.1774  21.3394  -0.2618  -0.1579  0.0827
O  5.0574  7.1681  22.8383  0.017  -0.0558  0.43
O  7.8839  1.8734  16.7228  -0.0784  0.1196  -0.0809
O  16.7716  2.4783  19.613  0.066  -0.0217  0.1861
O  9.193  3.4234  24.2052  -0.151  -0.418  0.2242
O  7.904  5.4863  22.4358  0.1875  0.0275  0.1362
O  6.4132  7.6458  20.7344  -0.1179  0.2512  0.135
O  12.8199  5.9579  18.966  0.016  -0.0123  0.1508
O  7.7899  3.6079  -0.9512  0.0771  -0.2358  0.0428
O  10.1189  10.4223  16.0278  -0.0968  -0.1188  -0.1333
O  -0.7425  7.8507  -3.6661  0.0875  -0.1951  0.1743
O  7.0865  -2.1766  -0.7162  -0.0691  -0.335  -0.0891
O  13.6094  8.7319  16.7175  -0.2224  -0.1695  -0.1888
O  3.2696  3.6961  15.1322  0.1247  0.0804  -0.1944
O  9.7151  8.7403  14.034  -0.0434  0.4189  -0.044
O  15.2744  3.5339  21.5641  -0.2748  0.0425  -0.0721
O  5.6522  -0.2696  13.9375  -0.0006  -0.0039  -0.1604
O  7.6479  9.9153  15.0394  0.1277  -0.0372  -0.0188
O  12.3552  8.4813  19.0032  0.1237  0.0086  -0.0494
O  5.4209  10.329  16.3731  0.2645  -0.0661  -0.2995
O  5.3038  4.9097  14.0702  0.0406  0.1288  -0.1391
O  9.551  5.9472  14.9499  -0.0247  -0.074  -0.121
O  12.1372  10.7495  17.7348  -0.1061  -0.0861  -0.25
O  5.4417  8.6633  14.2335  0.1414  -0.2209  -0.4133
O  5.0865  2.3035  13.6897  0.1047  -0.0449  -0.1261
O  1.1919  6.4124  -2.5569  -0.2303  0.0517  -0.0378
O  7.5024  6.7983  -1.2617  -0.0718  0.3832  0.5282
O  9.9758  0.7524  17.8853  -0.0113  -0.2348  -0.4069
O  13.0568  2.2765  22.3119  -0.1993  -0.0104  0.1392
O  7.8438  2.9875  21.8484  0.2826  -0.1045  0.5155
O  5.6655  3.208  16.1023  -0.0413  0.0901  -0.4479
O  -0.048  10.6909  0.0375  -0.0837  -0.0547  0.4099
O  17.0192  11.5785  18.7805  0.3599  -0.0664  -0.086
O  7.9543  3.8555  15.0261  0.0833  0.0915  -0.1864
O  14.3853  10.08  18.9399  -0.2133  -0.195  0.183
O  11.536  7.151  16.2407  0.0641  0.0393  -0.2915
O  8.5488  4.7869  19.9362  -0.2608  0.0302  0.0761
O  13.2443  9.6702  21.3298  -0.0317  0.0801  0.1343
O  9.6835  5.7424  17.599  -0.0721  0.2365  -0.4537
O  2.0274  4.0785  17.3846  0.0314  0.2461  -0.4021
O  9.0524  8.054  16.445  0.1342  0.231  -0.3736
O  2.4199  6.2271  15.8044  -0.1748  -0.0826  -0.1325
O  7.1546  8.4683  -3.2674  0.0389  -0.0727  0.4323
O  6.0305  4.6525  20.7808  0.0828  -0.2007  0.0676
O  13.1331  3.593  20.0246  0.223  0.2607  0.2026
O  10.6614  9.5107  21.2464  0.2245  -0.0556  0.2773
O  3.9597  8.5268  20.7982  0.0739  0.2945  0.2464
O  7.6979  1.3976  19.3123  -0.1988  -0.2329  -0.2445
O  7.44  6.7543  18.5324  0.1983  -0.0408  0.1184
O  6.1647  9.0254  18.5072  0.0902  0.2845  -0.0834
O  10.4117  7.1578  19.9116  0.2195  0.1446  0.1763
O  8.4968  8.9175  19.7826  0.0164  -0.3395  0.1857
O  8.2974  1.0062  23.6443  0.1178  -0.071  0.7638
O  10.3085  2.2925  22.1839  -0.1546  -0.2073  0.479
O  11.7779  12.4917  15.8469  -0.2215  0.13  -0.6316
O  13.0397  8.1861  14.2176  0.1491  0.3853  -0.4529
O  15.3383  4.7574  19.2539  -0.257  -0.2142  0.1204
O  4.7679  5.985  0.1152  -0.0818  0.5489  0.6796
O  7.4599  4.3128  17.6255  0.06  -0.1339  -0.3943
O  13.1034  4.8276  22.4387  -0.0459  0.062  0.0174
O  7.7252  10.9391  17.6127  -0.2186  0.1376  -0.0727
O  12.5349  7.0616  21.3227  -0.2489  -0.1758  0.0801

Results
free energy: -49062.491 eV
free energy less fixed offsets of O -463.61, Si -117.95 eV per atom: -27.981 eV
pressure: -1.42 GPa
stress xx, yy, zz, yz, xz, xy (GPa, positive in tension): 1.48, 1.39, 1.38, -0.07, 0.1, -0.02
